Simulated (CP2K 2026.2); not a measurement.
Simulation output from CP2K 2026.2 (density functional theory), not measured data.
Periodic cell of 654 atoms, Si398O256, from a study of silicon, its oxide and their interface. The atomic structure is a simulated model.
Doubt: the forces sum to 5.58 eV/angstrom along one axis rather than to zero, so they err by at least 0.0085 eV/angstrom per atom on average; the grid cutoff is modest.

Settings: functional PBE; method Gaussian and plane waves; basis set DZVP-MOLOPT-SR-GTH; pseudopotentials GTH-PBE; grid cutoff 350 Ry, relative cutoff 50 Ry; k points Gamma only; occupations fixed; spin none; net charge 0.

Cell vectors (angstrom)
a	16.4025	0	0
b	0	16.4025	0
c	0	0	42.1304

Atoms: element, x, y, z (angstrom)
Si	0.127	16.268	0.169
Si	3.143	2.585	0.205
Si	16.247	5.744	0.162
Si	2.51	8.321	42.102
Si	0.204	10.492	41.946
Si	2.281	14.092	42.011
Si	5.294	0.378	42.114
Si	8.224	2.78	0.421
Si	6.087	4.999	0.036
Si	7.664	8.491	41.93
Si	5.436	10.783	41.874
Si	8.083	14.002	42.068
Si	10.344	0.552	42.03
Si	13.41	3.173	42.124
Si	11.213	5.37	0.035
Si	13.842	7.727	42.015
Si	10.303	11.672	0.001
Si	13.618	13.817	41.675
Si	1.388	1.456	1.382
Si	4.322	4.148	1.447
Si	1.394	6.887	1.462
Si	4.057	9.589	1.26
Si	1.251	12.302	1.123
Si	4.028	15.12	1.175
Si	6.756	1.41	1.553
Si	9.632	4.258	1.472
Si	6.841	6.862	1.343
Si	9.426	9.674	1.013
Si	6.543	12.505	1.085
Si	9.43	15.317	1.373
Si	12.205	1.484	1.182
Si	14.987	4.196	1.427
Si	12.326	6.832	1.476
Si	14.94	9.507	1.188
Si	12.195	12.554	1.125
Si	14.97	14.93	1.246
Si	16.395	2.797	2.706
Si	2.731	0.027	2.699
Si	16.348	8.264	2.716
Si	2.813	5.498	2.709
Si	16.314	13.587	2.614
Si	2.689	11.011	2.574
Si	5.498	2.797	2.911
Si	8.103	0.07	2.854
Si	5.398	8.215	2.656
Si	8.259	5.63	2.765
Si	5.3	13.754	2.619
Si	8.031	11.064	2.487
Si	10.961	2.801	2.758
Si	13.606	0.025	2.529
Si	10.856	8.356	2.537
Si	13.673	5.524	2.855
Si	10.887	13.865	2.599
Si	13.565	11.017	2.472
Si	1.388	4.148	4.05
Si	4.071	1.381	4.144
Si	1.349	9.655	4.019
Si	4.095	6.885	4.097
Si	1.306	15.01	3.985
Si	4.021	12.354	4.006
Si	6.912	4.209	4.143
Si	9.553	1.441	4.122
Si	6.782	9.645	3.973
Si	9.616	7.01	4.057
Si	6.727	15.021	4.064
Si	9.494	12.385	3.906
Si	12.308	4.132	4.167
Si	14.993	1.372	3.97
Si	12.245	9.677	3.914
Si	15.044	6.913	4.152
Si	12.279	15.137	4.015
Si	14.946	12.263	3.976
Si	16.399	16.402	10.896
Si	2.743	2.739	10.867
Si	0.012	5.469	10.864
Si	2.748	8.219	10.879
Si	0.002	10.948	10.865
Si	2.736	13.684	10.878
Si	5.486	0.016	10.853
Si	8.227	2.755	10.875
Si	5.494	5.489	10.887
Si	8.225	8.239	10.887
Si	5.493	10.967	10.884
Si	8.225	13.699	10.875
Si	10.949	0.013	10.882
Si	13.679	2.731	10.89
Si	10.96	5.487	10.875
Si	13.675	8.22	10.857
Si	10.953	10.972	10.875
Si	13.666	13.683	10.887
Si	1.392	1.36	12.238
Si	4.131	4.088	12.228
Si	1.387	6.822	12.23
Si	4.14	9.577	12.237
Si	1.379	12.299	12.238
Si	4.128	15.055	12.22
Si	6.866	1.366	12.226
Si	9.611	4.102	12.249
Si	6.883	6.843	12.252
Si	9.606	9.599	12.243
Si	6.881	12.325	12.247
Si	9.59	15.052	12.26
Si	12.318	1.357	12.269
Si	15.071	4.085	12.241
Si	12.34	6.836	12.237
Si	15.052	9.566	12.226
Si	12.318	12.314	12.266
Si	15.029	15.038	12.268
Si	0.022	2.701	13.614
Si	2.78	0.012	13.601
Si	0.003	8.176	13.586
Si	2.762	5.445	13.588
Si	0.006	13.656	13.605
Si	2.766	10.933	13.594
Si	5.49	2.707	13.594
Si	8.231	0.025	13.626
Si	5.531	8.227	13.606
Si	8.25	5.463	13.62
Si	5.511	13.708	13.582
Si	8.271	10.977	13.623
Si	10.961	2.726	13.64
Si	13.659	16.383	13.665
Si	10.972	8.209	13.584
Si	13.71	5.453	13.6
Si	10.954	13.685	13.638
Si	13.703	10.93	13.604
Si	1.425	4.042	14.963
Si	4.148	1.352	15.007
Si	1.383	9.54	14.927
Si	4.151	6.824	14.914
Si	1.423	15.01	14.92
Si	4.174	12.31	14.918
Si	6.874	4.053	14.944
Si	9.598	1.361	15.033
Si	6.933	9.584	14.978
Si	9.64	6.841	14.971
Si	6.851	15.07	14.982
Si	9.622	12.33	15.037
Si	12.369	4.08	14.98
Si	15.063	1.338	15.004
Si	12.356	9.538	14.949
Si	15.082	6.787	14.984
Si	12.291	15.014	15.067
Si	15.049	12.292	14.993
Si	0.049	16.311	16.3
Si	2.799	2.719	16.388
Si	0.055	5.379	16.335
Si	2.748	8.151	16.254
Si	0.063	10.922	16.308
Si	2.808	13.659	16.267
Si	5.487	16.383	16.416
Si	8.2	2.724	16.384
Si	5.516	5.441	16.253
Si	8.309	8.212	16.358
Si	5.598	11.02	16.289
Si	8.225	13.746	16.369
Si	10.914	16.382	16.462
Si	13.724	2.724	16.391
Si	11.022	5.47	16.332
Si	13.674	8.133	16.329
Si	11.06	10.933	16.334
Si	13.657	13.594	16.423
Si	1.446	1.226	17.682
Si	4.161	4.195	17.717
Si	1.461	6.716	17.673
Si	4.153	9.6	17.46
Si	1.511	12.269	17.641
Si	4.157	14.906	17.743
Si	6.829	1.37	17.824
Si	9.606	4.144	17.666
Si	6.918	6.743	17.611
Si	9.76	9.578	17.721
Si	6.939	12.38	17.784
Si	9.433	15.103	17.872
Si	12.362	1.342	17.751
Si	15.162	4.019	17.78
Si	12.415	6.729	17.807
Si	15.046	9.549	17.616
Si	12.297	12.239	17.873
Si	15.125	14.918	17.708
Si	0.168	2.591	19.091
Si	2.764	16.214	19.09
Si	0.08	8.184	18.817
Si	2.842	5.489	19.23
Si	0.07	13.421	19.058
Si	2.942	10.925	18.948
Si	5.483	2.85	19.094
Si	7.983	0.026	19.452
Si	5.471	8.185	18.695
Si	8.338	5.547	19.103
Si	5.491	13.648	19.286
Si	8.399	10.981	19.019
Si	10.869	2.698	18.987
Si	13.873	0.016	19.034
Si	11.042	8.155	19.181
Si	13.892	5.365	19.23
Si	10.748	13.645	19.139
Si	13.775	10.762	19.229
Si	1.715	3.698	20.484
Si	3.944	1.491	20.23
Si	1.533	9.49	20.093
Si	3.925	7.44	20.323
Si	1.225	14.885	20.465
Si	4.727	11.616	20.419
Si	7.12	4.055	20.442
Si	9.262	1.761	20.555
Si	7.018	9.37	19.917
Si	9.336	7.249	20.63
Si	5.953	15.568	20.839
Si	9.419	12.287	20.796
Si	12.221	4.04	20.312
Si	15.581	0.99	20.559
Si	12.721	9.083	20.657
Si	15.198	7.095	20.449
Si	12.483	14.881	20.052
Si	15.633	11.594	20.509
Si	5.76	6.153	22.489
Si	1.512	11.035	27.739
Si	4.016	0.045	25.682
Si	16.06	1.474	23.575
Si	5.066	5.779	26.476
Si	10.848	10.498	22.613
Si	5.04	11.497	23.468
Si	14.655	0.467	26.033
Si	12.775	2.599	23.128
Si	11.009	5.683	22.495
Si	0.438	5.615	22.618
Si	12.082	12.572	24.499
Si	1.876	13.649	23.376
Si	2.544	10.936	24.977
Si	15.848	15.074	24.059
Si	1.119	7.049	27.053
Si	4.868	14.478	23.612
Si	13.935	5.149	23.894
Si	9.216	5.375	26.677
Si	8.125	11.139	23.329
Si	8.237	15.504	26.764
Si	3.256	5.126	24.034
Si	16.042	5.46	28.993
Si	14.077	13.374	22.218
Si	0.787	4.079	26.906
Si	2.183	2.398	24.883
Si	6.846	3.73	27.827
Si	0.036	9.433	25.887
Si	0.387	8.213	32.713
Si	15.147	15.715	28.605
Si	0.972	14.506	29.979
Si	6.059	9.977	28.375
Si	10.218	15.082	24.743
Si	7.339	7.249	25.064
Si	5.553	12.818	29.554
Si	6.578	8.525	34.697
Si	3.852	7.694	28.303
Si	10.272	7.299	29.063
Si	10.019	1.302	26.106
Si	11.094	10.155	27.873
Si	1.224	12.868	32.475
Si	13.168	15.618	34.316
Si	15.769	12.883	28.105
Si	3.72	15.149	28.414
Si	12.381	1.528	32.66
Si	12.507	0.408	29.801
Si	14.307	4.599	26.754
Si	7.787	1.982	31.416
Si	8.277	10.18	26.123
Si	12.544	2.079	27.43
Si	9.217	14.393	34.924
Si	11.195	0.24	22.392
Si	13.248	5.858	35.471
Si	12.237	10.554	32.402
Si	13.827	11.013	26.563
Si	6.021	6.638	32.424
Si	14.514	9.004	30.974
Si	2.514	12.02	35.002
Si	11.014	14.342	32.475
Si	15.547	14.11	34.625
Si	6.082	4.274	30.687
Si	7.837	8.556	30.617
Si	5.791	0.724	27.72
Si	8.47	13.699	29.089
Si	12.612	6.702	30.889
Si	10.395	3.714	24.663
Si	8.014	10.505	32.973
Si	6.488	13.234	32.56
Si	13.9	11.646	34.491
Si	9.899	3.239	32.833
Si	16.023	4.864	36.199
Si	16.386	10.105	35.014
Si	3.69	6.096	30.849
Si	15.142	2.108	37.241
Si	5.107	10.497	36.202
Si	6.458	12.892	35.376
Si	7.221	16.169	33.648
Si	11.693	7.888	33.705
Si	11.549	8.949	37.548
Si	9.453	8.93	35.058
Si	11.626	10.35	40.036
Si	9.645	16.132	30.508
Si	11.2	4.396	37.298
Si	0.781	10.285	30.649
Si	11.406	15.461	36.86
Si	3.648	7.686	39.301
Si	12.628	4.415	32.738
Si	3.907	10.682	38.999
Si	7.185	15.881	39.681
Si	11.974	15.809	39.736
Si	9.076	3.329	35.717
Si	10.692	12.031	30.353
Si	8.303	4.761	37.939
Si	14.156	10.17	36.984
Si	1.391	3.955	40.318
Si	1.121	3.33	33.888
Si	2.769	13.445	38.932
Si	12.268	1.649	37.85
Si	1.106	1.123	35.64
Si	3.2	3.171	35.797
Si	0.781	5.368	31.71
Si	5.214	14.83	37.551
Si	1.466	14.523	36.469
Si	2.275	5.292	37.655
Si	6.53	6.704	39.689
Si	5.402	0.95	36.055
Si	15.491	1.853	40.261
Si	11.504	7.546	40.126
Si	7.8	1.866	37.904
Si	14.481	11.354	39.89
O	15.58	0.467	41.09
O	14.209	2.732	40.747
O	2.758	3.628	41.117
O	4.114	1.446	41.615
O	0.596	5.234	40.92
O	15.191	6.847	41.683
O	3.195	7.429	40.861
O	5.278	7.582	39.086
O	15.912	10.84	40.476
O	1.391	9.405	41.495
O	1.263	15.323	41.547
O	15.43	1.488	38.699
O	4.497	2.218	35.564
O	8.814	1.973	36.606
O	6.566	15.121	38.388
O	0.793	3.889	32.405
O	5.759	5.639	40.67
O	6.315	7.084	33.968
O	7.649	7.608	40.487
O	7.373	5.956	38.494
O	9.071	12.715	41.839
O	2.642	13.475	40.537
O	4.618	11.058	40.434
O	7.977	14.766	40.583
O	9.233	1.769	41.643
O	8.09	0.694	39.013
O	12.275	4.256	41.536
O	10.639	3.77	35.898
O	8.087	4.51	36.317
O	6.022	0.071	40.662
O	13.104	7.555	40.507
O	1.614	14.271	38.092
O	4.173	14.171	38.585
O	10.798	11.618	40.548
O	12.913	15.038	40.815
O	10.635	16.221	40.574
O	2.849	2.53	21.043
O	0.772	4.278	21.723
O	4.948	0.499	21.162
O	2.7	8.493	20.87
O	0.446	10.485	20.95
O	5.048	7.278	21.535
O	6.725	6.935	23.568
O	1.418	13.875	21.812
O	0.273	16.189	20.823
O	4.32	11.826	22.019
O	3.244	14.533	23.411
O	6.651	5.036	21.691
O	8.143	2.895	21.087
O	13.188	3.497	27.07
O	10.063	1.337	21.945
O	5.879	10.425	20.587
O	8.369	11.342	24.953
O	10.03	6.977	22.165
O	12.556	5.786	23.16
O	5.813	14.766	22.302
O	9.279	10.019	22.869
O	10.801	11.532	21.331
O	13.504	13.779	20.753
O	11.226	5.203	20.944
O	13.765	5.496	25.493
O	15.329	1.647	22.106
O	13.998	8.072	21.097
O	11.966	9.404	22.13
O	0.057	6.781	21.511
O	1.393	5.538	26.459
O	11.77	15.934	21.074
O	10.959	2.124	27.129
O	15.029	12.069	21.981
O	0.345	6.853	28.486
O	1.188	9.981	24.822
O	13.233	12.191	25.588
O	14.951	14.599	22.803
O	5.071	15.69	24.684
O	5.75	4.312	26.734
O	10.419	15.426	23.169
O	15.069	1.549	24.887
O	6.113	6.972	26.093
O	3.856	5.798	25.394
O	7.13	9.213	29.319
O	11.303	11.223	24.013
O	5.26	12.977	24.177
O	4.049	10.519	24.39
O	12.485	0.974	23.133
O	14.607	5.386	28.169
O	12.538	3.021	21.575
O	0.905	2.461	23.869
O	15.442	5.641	23.479
O	14.073	3.546	23.52
O	0.168	7.797	25.92
O	1.822	5.804	23.532
O	8.442	12.373	22.234
O	8.001	8.283	20.81
O	4.485	6.254	27.896
O	14.832	15.408	25.301
O	15.966	5.445	30.611
O	7.99	8.734	25.348
O	2.221	12.181	23.975
O	15.162	14.33	27.72
O	15.489	0.466	27.465
O	0.634	14.021	24.4
O	2.825	0.895	24.941
O	3.184	3.516	24.283
O	11.04	13.703	25.089
O	6.586	2.114	28.099
O	10.515	4.699	25.96
O	6.959	10.448	27.074
O	5.367	11.249	29.142
O	15.703	3.904	26.25
O	4.733	0.022	28.811
O	6.513	10.789	23.266
O	8.629	15.021	25.217
O	8.842	0.611	26.977
O	0.291	16.382	23.615
O	4.385	13.724	28.871
O	2.75	11.082	26.63
O	12.809	13.163	23.185
O	4.463	5.303	22.973
O	14.911	10.052	25.721
O	14.599	11.76	27.821
O	15.209	8.423	32.336
O	3.625	7.436	29.891
O	12.813	0.778	34.028
O	14.818	5.941	35.93
O	0.716	12.412	27.301
O	7.98	8.424	35.561
O	0.053	13.163	29.581
O	8.483	6.158	25.446
O	0.693	11.544	31.689
O	13.154	0.869	26.509
O	1.729	2.855	26.403
O	16.257	15.717	29.812
O	1.743	10.754	29.36
O	4.822	8.97	28.002
O	12.673	7.268	34.862
O	6.703	15.818	27.239
O	4.885	1.194	26.446
O	13.775	7.7	30.279
O	6.727	7.681	31.4
O	8.942	14.295	27.632
O	6.906	14.832	32.719
O	7.7	12.086	32.615
O	5.627	13.024	31.187
O	8.812	3.253	31.633
O	8.665	1.033	30.41
O	9.441	2.398	24.997
O	5.346	8.953	35.691
O	11.462	6.432	29.767
O	12.758	0.605	31.383
O	12.507	10.151	27.021
O	10.946	8.696	28.568
O	0.662	6.603	32.784
O	15.608	9.668	36.397
O	0.02	4.075	34.838
O	12.648	0.817	39.214
O	0.492	9.824	27.395
O	13.638	15.789	29.224
O	1.588	14.084	31.431
O	1.298	8.997	31.566
O	14.304	13.134	34.927
O	10.964	16.303	29.53
O	2.229	15.071	29.084
O	13.198	2.917	32.493
O	4.535	4.747	30.41
O	8.64	14.927	30.109
O	7.437	1.054	32.702
O	10.069	4.628	23.342
O	9.669	6.427	27.824
O	1.039	1.682	34.078
O	6.823	4.534	29.248
O	8.581	15.83	34.483
O	8.01	13.375	35.321
O	11.843	3.078	24.378
O	10.968	4.474	32.766
O	9.075	7.62	30.119
O	13.195	5.299	31.487
O	2.499	7.876	27.379
O	13.333	10.062	31.313
O	8.403	9.746	31.579
O	11.351	11.348	28.996
O	13.159	4.817	34.225
O	15.498	3.708	37.239
O	4.391	6.635	32.232
O	0.628	8.838	34.209
O	11.992	9.48	33.598
O	12.741	1.827	29.023
O	2.493	12.386	33.4
O	13.298	10.988	35.853
O	12.857	11.804	33.252
O	14.805	15.501	34.208
O	14.463	11.153	38.267
O	6.363	2.675	30.981
O	6.597	5.159	31.98
O	9.709	10.299	26.957
O	3.802	11.139	35.454
O	5.585	13.773	36.396
O	2.505	13.46	35.787
O	6.936	13.298	28.88
O	11.247	13.396	31.126
O	10.829	0.019	25.472
O	0.563	4.158	28.529
O	6.699	9.713	33.566
O	8.321	4.118	27.229
O	10.887	10.933	31.563
O	9.202	10.277	34.12
O	10.109	14.691	36.257
O	6.093	0.223	34.76
O	12.451	14.714	33.153
O	9.219	12.406	29.743
O	8.904	3.181	34.133
O	13.568	1.897	36.899
O	1.169	11.161	35.384
O	11.889	7.347	32.203
O	6.682	9.763	41.496
O	15.243	10.806	34.06
O	0.933	5.657	36.777
O	3.411	4.476	36.772
O	2.654	3.731	34.352
O	2.036	2.21	36.456
O	7.183	3.802	41.707
O	2.83	11.844	38.571
O	0.092	13.519	33.456
O	16.336	14.211	36.042
O	6.464	11.348	35.867
O	11.215	0.692	37.028
O	3.467	15.339	26.782
O	15.676	9.811	30.126
O	10.786	1.871	32.75
O	10.493	9.108	36.316
O	13.177	8.882	37.278
O	10.127	7.731	34.152
O	10.089	13.734	33.699
O	14.302	12.879	40.473
O	11.363	10.317	38.427
O	9.927	5.073	38.104
O	10.233	15.696	31.973
O	1.786	4.255	38.792
O	11.699	3.139	38.225
O	0.471	2.645	40.526
O	12.651	15.233	35.824
O	13.207	10.481	40.454
O	3.17	9.223	39.004
O	1.743	16.043	35.893
O	15.992	1.199	36.204
O	5.019	10.577	37.819
O	5.658	12.962	33.943
O	6.36	1.591	37.206
O	2.18	5.558	30.942
O	12.39	5.411	36.814
O	11.692	14.896	38.389
O	2.911	6.652	38.271
O	10.733	6.294	40.838
O	11.232	7.641	38.502
O	7.885	3.331	38.658
O	4.579	16.176	36.857
O	11.003	8.998	40.743
Si	16.363	0.005	5.358
Si	2.705	2.772	5.456
Si	0.028	5.509	5.442
Si	2.708	8.273	5.41
Si	16.356	10.977	5.39
Si	2.678	13.697	5.404
Si	5.442	0.006	5.469
Si	8.223	2.805	5.492
Si	5.482	5.54	5.463
Si	8.18	8.317	5.391
Si	5.425	10.994	5.368
Si	8.162	13.686	5.377
Si	10.928	0.049	5.436
Si	13.692	2.725	5.44
Si	10.925	5.562	5.437
Si	13.605	8.311	5.382
Si	10.882	11.021	5.313
Si	13.638	13.704	5.349
Si	1.327	1.365	6.767
Si	4.107	4.139	6.797
Si	1.381	6.885	6.797
Si	4.095	9.621	6.769
Si	1.33	12.324	6.77
Si	4.06	15.037	6.793
Si	6.836	1.394	6.799
Si	9.594	4.179	6.823
Si	6.855	6.921	6.793
Si	9.568	9.654	6.748
Si	6.813	12.323	6.757
Si	9.549	15.051	6.753
Si	12.312	1.383	6.806
Si	15.055	4.118	6.785
Si	12.306	6.91	6.786
Si	15.008	9.616	6.768
Si	12.27	12.346	6.721
Si	15.015	15.04	6.746
Si	16.399	2.739	8.155
Si	2.705	0.014	8.147
Si	16.388	8.241	8.136
Si	2.746	5.508	8.158
Si	16.38	13.691	8.138
Si	2.721	10.971	8.139
Si	5.473	2.764	8.156
Si	8.211	0.019	8.142
Si	5.468	8.261	8.151
Si	8.21	5.536	8.165
Si	5.458	13.682	8.141
Si	8.198	10.983	8.138
Si	10.956	2.772	8.158
Si	13.674	16.402	8.147
Si	10.925	8.27	8.133
Si	13.677	5.502	8.129
Si	10.927	13.698	8.121
Si	13.643	10.989	8.118
Si	1.382	4.11	9.5
Si	4.101	1.377	9.496
Si	1.373	9.586	9.505
Si	4.126	6.864	9.519
Si	1.352	15.042	9.516
Si	4.103	12.318	9.516
Si	6.856	4.131	9.513
Si	9.588	1.385	9.508
Si	6.854	9.606	9.516
Si	9.594	6.883	9.522
Si	6.846	15.045	9.496
Si	9.58	12.334	9.505
Si	12.333	4.123	9.517
Si	15.039	1.364	9.521
Si	12.308	9.61	9.502
Si	15.047	6.852	9.503
Si	12.301	15.042	9.508
Si	15.024	12.323	9.508

Results
total energy: -154797.662 eV
total energy less fixed offsets of O -438.35, Si -107.03 eV per atom: 17.878 eV

Forces (eV/angstrom) on atoms 338 to 620 of the 654, counted in the order above; the others are left out for length: element, x, y, z
O	0.127	-0.211	0.127
O	0.226	0.058	-0.371
O	-0.164	-0.226	-0.148
O	0.267	0.013	-0.249
O	-0.214	0.038	-0.333
O	-0.247	-0.065	-0.019
O	0.136	-0.004	-0.14
O	0.271	0.163	0.151
O	-0.272	0.288	0.172
O	0.233	-0.224	0.366
O	0.149	0.176	0.304
O	0.1	0.001	0.393
O	-0.16	0.057	0.061
O	0.004	-0.019	0.261
O	0.234	-0.152	0.139
O	0.279	0.031	0.177
O	0.115	-0.193	-0.147
O	0.193	0.094	0.105
O	-0.051	0.094	-0.043
O	0.05	0.074	0.133
O	0.12	-0.093	-0.069
O	0.246	0.142	0.257
O	-0.017	-0.124	0.24
O	-0.187	-0.066	0.107
O	-0.096	0.078	-0.151
O	-0.202	0.223	-0.333
O	-0.034	-0.236	0.029
O	0.511	-0.201	-0.377
O	0.072	-0.228	-0.217
O	-0.275	0.324	-0.117
O	-0.003	-0.074	-0.049
O	0.169	-0.089	-0.118
O	0.013	0.113	-0.377
O	-0.349	0.001	-0.068
O	-0.035	-0.025	-0.042
O	-0.064	0.023	0.242
O	0.178	0.201	-0.068
O	-0.003	0.038	-0.549
O	-0.19	0.068	-0.133
O	0.276	0.166	0.192
O	0.098	0.162	0.146
O	0.088	0.241	-0.247
O	-0.258	0.169	-0.022
O	-0.04	0.328	0.166
O	0.145	0.268	-0.248
O	0.086	-0.284	0.066
O	0.019	0.061	0.131
O	-0.039	-0.188	-0.061
O	-0.124	-0.016	0.049
O	-0.121	-0.096	-0.003
O	-0.188	-0.285	-0.085
O	-0.11	-0.039	-0.229
O	-0.111	-0.115	-0.115
O	0.147	-0.01	-0.079
O	-0.056	0.13	-0.117
O	0.052	0.153	0.075
O	-0.309	0.215	-0.028
O	-0.036	-0.025	0.276
O	-0.026	-0.03	0.29
O	0.042	0.151	0.267
O	0.127	0.245	0.069
O	-0.071	0.206	0.099
O	-0.029	0.137	-0.08
O	-0.09	-0.055	0.046
O	0.041	0.051	-0.122
O	-0.117	0.012	-0.025
O	-0.011	0.165	0.032
O	-0.172	0.209	-0.121
O	0.069	0.059	0.039
O	-0.256	-0.307	0.019
O	0.135	0.112	0.005
O	-0.041	-0.075	0.126
O	-0.038	-0.184	0.093
O	0.076	0.01	0.312
O	0.215	-0.254	0.007
O	-0.031	0.316	-0.106
O	0.217	0.012	0.101
O	0.221	-0.107	-0.041
O	0.084	-0.278	-0.124
O	-0.3	0.152	-0.198
O	0.449	0.347	-0.666
O	0.17	0.27	-0.258
O	-0.049	-0.162	0.307
O	0.117	-0.14	-0.211
O	0.012	0.245	0.276
O	0.047	-0.152	0.067
O	-0.009	0.156	-0.301
O	-0.001	0.017	0.153
O	-0.131	-0.122	0.189
O	-0.113	-0.114	-0.114
O	-0.148	-0.077	-0.215
O	-0.055	0.008	0.092
O	-0.185	-0.168	0.129
O	-0.047	0.157	0.009
O	-0.08	-0.059	0.217
O	-0.157	-0.03	0.095
O	0.025	0.183	0.092
O	0.159	0.2	-0.151
O	-0.06	-0.14	0.046
O	0.034	-0.404	-0.155
O	-0.034	0.199	-0.12
O	-0.043	-0.026	-0.04
O	-0.112	0.11	-0.071
O	-0.198	-0.093	0.147
O	-0.142	0.16	0.148
O	0.087	-0.006	-0.331
O	-0.25	-0.249	0.227
O	-0.015	0.218	0.009
O	0.161	0.198	0.206
O	-0.085	0.167	-0.111
O	-0.143	0.043	0.284
O	-0.048	-0.055	0.191
O	-0.028	0.157	-0.173
O	-0.082	-0.161	0.021
O	-0.112	0.14	-0.167
O	0.258	-0.1	0.131
O	-0.184	-0.153	0.034
O	-0.299	-0.186	-0.054
O	0.016	-0.273	-0.026
O	-0.197	-0.026	0.189
O	-0.122	0.011	0.248
O	-0.061	0.046	0.195
O	-0.182	0.044	-0.052
O	-0.213	0.051	-0.258
O	-0.083	-0.177	-0.082
O	-0.145	0.012	-0.165
O	-0.25	-0.164	-0.053
O	0.1	0.13	0.145
O	0.182	-0.271	0.25
O	0.146	0.022	0.039
O	0.096	-0.06	0.039
O	0.007	-0.084	-0.036
O	-0.182	-0.049	-0.234
O	-0.059	-0.073	-0.184
O	0.075	-0.011	0.213
O	0.101	0.021	0.119
O	-0.047	-0.325	-0.082
O	-0.096	-0.199	0.066
O	-0.111	0.026	0.213
O	-0.02	0.057	0.128
O	0.161	-0.06	0.101
O	0.148	-0.11	0.053
O	-0.255	0.147	-0.166
O	0.051	0.069	0.353
O	0.194	-0.045	0.083
O	0.024	0.054	0.146
O	0.252	0.135	-0.063
O	-0.025	-0.126	0.064
O	-0.194	0.17	0.09
O	-0.163	-0.003	-0.062
O	-0.144	-0.087	-0.085
O	0.043	-0.002	-0.241
O	-0.073	0.007	-0.086
O	-0.289	0.265	0.114
O	-0.009	-0.011	0.041
O	0.122	-0.193	0.002
O	-0.219	-0.145	0.143
O	-0.174	0.18	-0.261
O	0.235	0.049	-0.02
O	0.031	0	0.091
O	0.117	-0.052	-0.181
O	0.3	-0.092	0.121
O	-0.063	-0.03	-0.172
O	-0.242	-0.218	-0.012
O	0.047	0.021	0.02
O	-0.149	-0.129	0.118
O	-0.024	0.263	0.08
O	-0.063	-0.033	0.105
O	0.171	0.212	-0.045
O	-0.024	-0.291	-0.128
O	-0.093	-0.135	-0.054
O	-0.14	0.168	-0.076
O	-0.058	-0.159	-0.077
O	-0.085	0.193	0.199
O	-0.064	-0.155	0.31
O	-0.099	0.021	-0.242
O	0.055	0.111	-0.116
O	-0.039	-0.085	0.012
O	-0.112	-0.025	0.048
O	-0.164	0.152	0.06
O	-0.06	-0.187	0.031
O	-0.07	-0.14	-0.117
O	0.137	0.137	-0.024
O	-0.025	-0.103	-0.093
O	-0.185	-0.105	0.02
O	0.02	0.058	0.056
O	-0.117	0.223	-0.097
O	0.174	0.156	0.117
O	0.253	-0.04	-0.172
O	0.086	0.23	0.089
O	-0.103	0.167	-0.315
O	-0.115	-0.237	-0.148
O	-0.183	0.004	0.161
O	0.072	0.056	-0.026
O	-0.305	-0.039	-0.082
O	-0.105	0.001	-0.225
O	0.111	-0.249	-0.015
O	-0.025	-0.317	0.251
O	-0.275	-0.261	-0.231
O	0.107	-0.23	-0.241
O	0.067	0.194	-0.09
O	-0.347	0.009	0.055
O	-0.048	-0.295	0.397
O	-0.036	0	-0.251
O	0.026	-0.229	-0.109
O	0.057	-0.206	-0.04
O	-0.102	0.234	-0.333
O	0.05	0.099	-0.105
O	-0.156	0.134	0.234
O	-0.182	0.071	-0.135
O	-0.047	-0.3	-0.346
O	-0.156	-0.195	0.128
O	0.207	0.025	0.078
O	-0.269	-0.125	0.149
O	0.057	-0.03	0.102
O	-0.046	0.112	-0.208
O	-0.273	-0.036	-0.242
O	0.115	0.172	0.102
O	-0.146	-0.035	0.303
O	0.058	-0.082	-0.227
O	-0.062	0.116	-0.13
O	-0.197	0.258	0.08
O	0.061	0.218	0.416
O	-0.068	-0.172	-0.109
O	0.114	0.255	-0.122
O	0.022	-0.01	0.208
O	0.077	-0.013	0.145
O	0.134	-0.003	0.29
O	0.025	-0.345	-0.228
O	0.019	-0.058	0.231
O	-0.205	0.093	-0.284
O	-0.069	0.052	-0.063
O	-0.171	-0.087	-0.135
O	0.342	0.274	0.022
O	-0.199	0.204	-0.071
O	-0.154	0.156	0.057
O	0.103	-0.028	-0.087
O	0.07	-0.054	-0.091
O	0.024	-0.105	-0.036
O	-0.079	0.32	0.048
O	-0.013	0.089	-0.043
O	0.013	-0.183	0.307
O	-0.167	-0.091	0.07
O	0.09	-0.21	0.035
O	0.103	-0.101	-0.218
Si	-0.01	-0.007	-0.054
Si	-0.016	-0.063	0.027
Si	0.028	0.031	0.034
Si	-0.006	-0.04	-0.037
Si	0.01	-0.051	-0.027
Si	-0.026	-0.038	-0.062
Si	-0.045	0.028	0.015
Si	0.079	0.07	0.064
Si	0.018	0.005	-0.008
Si	-0.005	0.027	-0.04
Si	-0.018	-0.073	-0.058
Si	-0.019	-0.008	-0.004
Si	0.05	0.007	-0.025
Si	-0.027	0.025	-0.036
Si	0.056	0.035	-0.016
Si	0.039	-0.029	-0.041
Si	0.011	0.045	-0.057
Si	-0.014	-0.025	-0.073
Si	0.003	0.058	-0.023
Si	0.011	0	-0.025
Si	-0.034	0.004	-0.013
Si	-0.028	0.037	-0.003
Si	-0.026	0.05	0.035
Si	-0.001	0.045	0.029
Si	0.003	0.005	-0.003
Si	-0.068	-0.024	0.023
Si	-0.026	-0.023	-0.019
Si	-0.037	-0.017	-0.005
Si	0.043	-0.021	0.006
Si	-0.016	0.036	-0.019
Si	-0.029	0.029	0.026
Si	0.04	-0.051	-0.014
Si	-0.035	-0.018	-0.005
Si	0.005	0.027	0.009
Si	-0.024	0.025	-0.019
Si	0.025	0.016	-0.021
Si	-0.009	0.001	0.013
Si	0.011	-0.019	-0.004
